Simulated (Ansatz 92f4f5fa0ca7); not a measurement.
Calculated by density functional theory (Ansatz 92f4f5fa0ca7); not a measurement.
Periodic cell of 406 atoms, Si266O140, from a study of silicon, its oxide and their interface. The atomic structure is a simulated model.
Doubt: the cutoff is far below the 930 eV that the study's wrapper takes by default for these files, so forces and energies are approximate.
This geometry differs little from another in the collection (a relaxation step or a small displacement).

Settings
functional: PBE
potential files: Ansatz PAW
basis: plane waves
wave-function cutoff: 580 eV
density cutoff ratio: 5
exchange-correlation grid ratio: 1
k mesh: 1 x 1 x 1, Gamma-centred
self-consistency stop: 5e-08 eV per atom in the density residual
occupations: fixed
spin: none
net charge: 0

Cell vectors (angstrom)
a	15.4687	0	0
b	0	12.8259	0
c	0	0	36.0385

Atoms: element, x, y, z (angstrom)
Si	-0.0013	1.1604	33.3647
Si	3.8661	1.1556	33.3785
Si	7.7205	1.1549	33.3619
Si	11.5635	1.1564	33.383
Si	1.9336	7.5701	33.3679
Si	5.782	7.5704	33.3713
Si	9.6628	7.5704	33.3729
Si	13.507	7.5714	33.3732
Si	1.9336	5.247	33.7716
Si	5.8008	5.247	33.7716
Si	9.6679	5.247	33.7716
Si	13.5351	5.247	33.7716
Si	0	11.6599	33.7716
Si	3.8672	11.6599	33.7716
Si	7.7343	11.6599	33.7716
Si	11.6015	11.6599	33.7716
Si	0	4.664	35.0083
Si	3.8672	4.664	35.0083
Si	7.7343	4.664	35.0083
Si	11.6015	4.664	35.0083
Si	1.9336	11.0769	35.0083
Si	5.8008	11.0769	35.0083
Si	9.6679	11.0769	35.0083
Si	13.5351	11.0769	35.0083
Si	0	2.332	35.4206
Si	3.8672	2.332	35.4206
Si	7.7343	2.332	35.4206
Si	11.6015	2.332	35.4206
Si	1.9336	8.745	35.4206
Si	5.8008	8.745	35.4206
Si	9.6679	8.745	35.4206
Si	13.5351	8.745	35.4206
Si	1.9336	1.749	0.6188
Si	5.8008	1.749	0.6188
Si	9.6679	1.749	0.6188
Si	13.5351	1.749	0.6188
Si	0	8.162	0.6188
Si	3.8672	8.162	0.6188
Si	7.7343	8.162	0.6188
Si	11.6015	8.162	0.6188
Si	0	5.83	1.031
Si	3.8672	5.83	1.031
Si	7.7343	5.83	1.031
Si	11.6015	5.83	1.031
Si	1.9336	12.2429	1.031
Si	5.8008	12.2429	1.031
Si	9.6679	12.2429	1.031
Si	13.5351	12.2429	1.031
Si	1.9336	5.247	2.2678
Si	5.8008	5.247	2.2678
Si	9.6679	5.247	2.2678
Si	13.5351	5.247	2.2678
Si	0	11.6599	2.2678
Si	3.8672	11.6599	2.2678
Si	7.7343	11.6599	2.2678
Si	11.6015	11.6599	2.2678
Si	1.9336	2.915	2.68
Si	5.8008	2.915	2.68
Si	9.6679	2.915	2.68
Si	13.5351	2.915	2.68
Si	0	9.328	2.68
Si	3.8672	9.328	2.68
Si	7.7343	9.328	2.68
Si	11.6015	9.328	2.68
Si	-0.3007	-0.1624	27.1853
Si	4.2098	-0.2658	26.7756
Si	7.3875	-0.0174	26.7389
Si	12.0112	-0.273	26.9322
Si	1.4902	6.3472	26.9034
Si	6.115	6.2703	26.8052
Si	9.2665	6.3338	26.8148
Si	13.7962	6.3317	26.7713
Si	1.8772	4.0244	27.1259
Si	5.7544	3.9222	26.9815
Si	9.5607	3.996	27.1636
Si	13.4284	3.9897	27.0092
Si	0.0211	10.3491	27.2888
Si	3.9122	10.2596	27.279
Si	7.7764	10.4572	26.9858
Si	11.6491	10.2461	27.3141
Si	-0.0861	3.3939	28.3301
Si	3.8422	3.4245	28.316
Si	7.6372	3.3924	28.3901
Si	11.5461	3.4471	28.3499
Si	1.9505	9.8298	28.5184
Si	5.9156	9.7841	28.3989
Si	9.6145	9.8562	28.4042
Si	13.5792	9.7129	28.5285
Si	-0.0672	1.1501	29.0614
Si	3.8414	1.0737	28.7497
Si	7.6755	1.0784	28.8355
Si	11.5622	1.1033	28.8245
Si	1.8776	7.5096	28.9197
Si	5.843	7.4551	28.8598
Si	9.5823	7.5179	28.8499
Si	13.5205	7.4074	28.8877
Si	1.9497	0.5511	30.0961
Si	5.7491	0.5324	30.0709
Si	9.6254	0.5301	30.0454
Si	13.4426	0.5521	30.1764
Si	-0.0317	6.9143	30.1611
Si	3.8643	6.9158	30.0444
Si	7.7177	6.9249	30.1529
Si	11.5393	6.9181	30.0508
Si	-0.0227	4.5807	30.4302
Si	3.8651	4.5808	30.421
Si	7.6957	4.5893	30.4643
Si	11.5647	4.5916	30.4457
Si	1.9255	11.053	30.5284
Si	5.8086	11.0186	30.4458
Si	9.6379	11.034	30.4651
Si	13.5251	11.0306	30.5068
Si	1.925	4.0465	31.6856
Si	5.7749	4.0383	31.7119
Si	9.6412	4.0317	31.7017
Si	13.511	4.0527	31.6989
Si	-0.0114	10.4659	31.739
Si	3.8789	10.4536	31.7096
Si	7.7207	10.4717	31.7203
Si	11.577	10.4536	31.7083
Si	1.9497	1.731	32.141
Si	5.7821	1.7093	32.1293
Si	9.6438	1.7087	32.1116
Si	13.4946	1.7366	32.1931
Si	-0.0214	8.1348	32.1718
Si	3.859	8.1162	32.1039
Si	7.721	8.1417	32.1664
Si	11.5781	8.1201	32.1069
Si	0	2.332	3.9167
Si	3.8672	2.332	3.9167
Si	7.7343	2.332	3.9167
Si	11.6015	2.332	3.9167
Si	1.9336	8.745	3.9167
Si	5.8008	8.745	3.9167
Si	9.6679	8.745	3.9167
Si	13.5351	8.745	3.9167
Si	1.9689	6.4256	4.3341
Si	5.8249	6.4249	4.3531
Si	9.6721	6.4241	4.3112
Si	13.5339	6.4222	4.3228
Si	0.0384	12.8342	4.2973
Si	3.8948	12.8324	4.3191
Si	7.757	12.8356	4.3202
Si	11.5721	12.8369	4.3027
Si	0.0157	5.8791	5.5363
Si	3.8986	5.8742	5.6188
Si	7.7811	5.8768	5.5965
Si	11.5882	5.8489	5.5454
Si	1.9682	12.2797	5.5577
Si	5.837	12.26	5.5447
Si	9.6666	12.3101	5.6144
Si	13.5398	12.2452	5.4242
Si	0.0433	3.5494	5.9453
Si	3.9235	3.5427	5.9858
Si	7.7823	3.5386	6.0062
Si	11.5901	3.5385	5.9793
Si	1.9287	9.9533	5.9997
Si	5.8204	9.9277	5.9766
Si	9.6478	9.968	5.9756
Si	13.5573	9.9374	5.9189
Si	1.978	3.0002	7.1923
Si	5.8614	2.9735	7.2591
Si	9.6977	3.0195	7.3245
Si	13.5642	2.9741	7.1224
Si	-0.0383	9.4426	7.2541
Si	3.8814	9.3547	7.2038
Si	7.7384	9.3899	7.2673
Si	11.6253	9.3309	7.0864
Si	0.0393	7.1023	7.5631
Si	3.921	7.0503	7.7103
Si	7.8614	7.0516	7.6757
Si	11.5694	7.0283	7.5924
Si	2.0043	13.4894	7.5948
Si	5.869	13.4661	7.5719
Si	9.6867	13.514	7.6961
Si	13.5475	13.4676	7.3866
Si	1.9102	6.5617	8.8957
Si	5.9401	6.45	8.8722
Si	9.7624	6.5208	9.0735
Si	13.5463	6.479	8.6889
Si	-0.0226	12.9709	8.642
Si	3.9554	12.8455	8.7825
Si	7.7327	12.9845	8.9409
Si	11.7169	12.8975	8.7285
Si	1.9877	4.1879	9.25
Si	5.9485	4.16	9.3449
Si	9.7406	4.1431	9.4828
Si	13.6388	4.2125	9.1202
Si	-0.1586	10.7379	9.2852
Si	3.8878	10.5294	9.246
Si	7.6832	10.6563	9.3085
Si	11.6695	10.5302	9.0716
Si	0.0406	3.5754	10.4223
Si	3.9453	3.5585	10.4266
Si	7.8027	3.609	10.8225
Si	11.8448	3.6324	10.5026
Si	1.8405	10.2351	10.4131
Si	5.7872	9.8664	10.5356
Si	9.7476	10.1613	10.3225
Si	13.3271	10.2888	10.731
Si	-0.5526	1.314	10.5866
Si	4.1908	1.2457	10.7635
Si	7.3531	1.2563	11.0723
Si	12.4532	1.343	10.6008
Si	1.6061	7.916	10.8742
Si	6.3539	7.6091	10.8808
Si	9.5434	7.9227	11.1048
Si	13.9526	8.1283	11.376
O	13.3612	19.9691	10.2118
O	2.9732	13.6561	11.7991
O	5.7782	0.0437	26.3347
O	13.609	0.0241	26.6634
O	0.0905	7.8131	11.5466
O	7.9345	7.5878	11.4508
O	5.0409	6.9033	25.7372
O	-0.0757	6.5333	26.3953
O	7.7988	4.501	12.2641
O	1.7656	11.2471	11.7404
O	10.0752	11.3416	11.4571
O	12.653	11.1055	12.0907
O	13.2239	7.8287	12.7948
O	5.3971	6.9857	12.0828
O	10.5248	7.73	12.4553
O	3.8691	4.2552	11.9291
O	8.3133	13.4335	12.2414
O	5.5709	10.3777	12.1133
O	0.2405	13.4479	11.877
O	15.5416	4.2779	11.9421
O	12.091	4.4316	11.9615
O	5.7258	13.8327	11.4143
O	2.6799	7.2252	11.9046
O	1.6603	12.8174	13.9175
O	12.9341	7.0414	25.5527
O	3.3157	0.124	25.4521
O	8.2252	0.8037	25.577
O	2.386	6.9915	25.6939
O	7.7973	9.6697	25.5125
O	2.0453	3.3643	25.6028
O	10.295	6.9656	25.6954
O	3.7994	9.294	25.9206
O	7.6866	6.5442	26.2955
O	9.5425	3.1651	25.7211
O	5.6732	3.0715	25.5257
O	11.2186	0.1511	25.5637
O	0.7854	0.517	26.1469
O	-3.876	-3.4811	25.9126
O	0.0984	9.7071	25.7293
O	13.2275	3.1985	25.5402
Si	9.4554	8.7481	17.6354
Si	13.7913	-0.1961	23.3283
Si	7.8202	2.1993	15.6269
Si	6.0822	2.9312	23.9352
Si	14.7201	11.9425	20.4982
Si	13.1832	2.9316	21.2633
Si	11.9294	9.6947	16.1022
Si	2.9314	3.3848	21.5045
Si	16.1305	12.6372	17.9665
Si	0.3828	4.0436	13.5229
Si	5.5451	6.0435	17.0505
Si	13.2794	12.6547	16.4488
Si	5.1275	-0.4489	19.3498
Si	7.6497	9.2294	23.9462
Si	11.2822	12.0352	12.3286
Si	11.5682	7.8739	25.2072
Si	9.2989	0.1022	19.7744
Si	0.5639	7.0639	19.5424
Si	4.979	3.0986	15.8895
Si	10.2036	8.3813	22.5939
Si	12.4124	13.2024	19.3909
Si	2.5699	7.2565	17.2502
Si	1.7836	0.1616	24.9056
Si	11.6216	4.3756	19.1697
Si	5.3963	5.1399	21.8239
Si	18.1607	-0.9361	14.7644
Si	7.9586	7.3129	15.4776
Si	3.7381	7.7875	25.2991
Si	1.4698	2.9859	24.1276
Si	1.6704	12.788	12.2885
Si	11.6411	4.5521	13.5337
Si	0.8518	9.5205	21.5164
Si	7.3398	5.3683	19.4981
Si	0.1387	10.4569	24.2789
Si	8.5066	4.658	13.7464
Si	3.2783	0.9573	17.147
Si	15.6085	6.1187	15.7438
Si	10.8554	12.9724	23.9821
Si	3.9813	7.1966	12.8825
Si	13.6315	2.4549	14.9864
Si	14.4102	8.3418	17.1497
Si	-1.5394	2.6652	24.1647
Si	-1.1728	3.9663	17.5915
Si	4.9926	8.1624	22.7399
Si	8.8637	2.0681	24.731
Si	1.4906	10.0604	16.8353
Si	8.811	12.7069	13.6307
Si	9.012	2.8168	18.5062
Si	7.3995	10.356	14.927
Si	4.7943	10.0976	13.5197
Si	11.7906	7.6325	13.5392
Si	3.5088	4.35	13.5046
Si	7.7305	11.1209	17.8941
Si	0.2616	3.9992	20.128
Si	9.9652	6.9546	19.9013
Si	3.8206	10.7796	21.4558
Si	4.6726	0.8244	21.945
Si	9.1173	-1.7209	22.3259
O	12.8966	4.566	18.1719
O	12.1345	4.0299	20.6804
O	14.5191	7.3165	15.8792
O	12.4337	3.4242	14.4217
O	12.5813	11.2197	15.9627
O	8.1114	9.5476	18.1532
O	4.7566	9.4807	21.8124
O	11.7339	8.8087	14.7052
O	15.2539	5.0812	16.9308
O	2.2813	10.2866	21.5258
O	14.974	2.7684	14.0842
O	10.5965	3.2307	18.6031
O	5.8003	10.1875	14.7816
O	4.0438	8.6468	13.6265
O	5.6171	0.4926	20.6225
O	10.4389	9.7562	16.7873
O	8.6922	2.3014	16.9971
O	14.1671	11.2299	24.0789
O	9.8439	-1.0615	23.6213
O	16.3566	8.0633	20.7942
O	12.8837	8.8816	17.1593
O	0.1972	12.8437	19.5162
O	4.0783	12.1515	22.3732
O	4.163	11.1911	19.9182
O	14.6373	-0.129	21.9381
O	15.4347	5.4259	14.2913
O	12.9098	2.8222	22.8797
O	3.6834	7.931	23.6799
O	5.2601	6.7674	21.9346
O	10.0579	4.2059	13.6099
O	1.9328	6.81	18.6849
O	6.6632	4.8179	20.8637
O	13.0197	1.6408	20.2504
O	8.3899	6.1769	14.3722
O	10.8619	5.7846	19.259
O	14.8404	7.6736	18.583
O	4.0874	6.7403	17.1318
O	6.2465	8.4732	23.7232
O	5.4158	4.5004	16.5742
O	10.0896	9.8564	21.8597
O	0.0975	5.6244	20.1321
O	2.3284	3.7562	22.981
O	8.9315	-0.7674	18.4527
O	1.9827	3.8222	13.789
O	3.7648	11.3239	13.6967
O	1.8593	10.6371	15.3694
O	10.2302	8.2627	18.9736
O	4.2739	0.482	18.3366
O	1.3561	11.5648	24.2303
O	8.7836	12.166	21.1336
O	6.3626	11.6339	18.5986
O	-0.7325	3.4174	21.266
O	-0.25	3.3118	18.7466
O	8.0261	11.2783	13.7488
O	3.4639	-0.0811	15.9023
O	1.7813	3.5174	20.3719
O	7.9932	8.8262	14.8376
O	8.0762	4.1074	18.7915
O	5.6463	4.3474	23.2352
O	4.5193	3.3982	14.3525
O	4.0543	4.5091	21.1464
O	9.0199	7.427	16.7371
O	14.8553	12.5039	16.9352
O	13.2314	0.8566	15.1386
O	10.4289	12.3349	13.7192
O	8.698	1.6168	19.5873
O	15.4216	9.5588	16.8121
O	1.6587	6.6642	16.0178
O	11.7307	13.5655	11.9705
O	8.4285	0.9267	14.8223
O	6.2165	2.0196	15.9432
O	7.7029	2.7643	23.8265
O	13.2392	11.8558	19.8241
O	12.4812	0.4728	17.7496
O	10.0355	1.5354	23.7125
O	11.4712	8.1616	23.6021
O	7.8536	3.6004	14.7902
O	3.7199	2.4612	16.7063
O	17.026	11.2606	17.9307
O	1.6767	1.3852	23.8392
O	8.8434	8.2033	23.4947
O	6.4731	6.9163	16.0272
O	6.2111	6.0254	18.5324
O	1.6942	13.8421	17.57
O	-0.101	3.4279	24.034
O	11.8284	6.085	14.1146
O	5.4341	1.6086	23.1773
O	3.7589	5.9334	13.9041
O	7.7071	10.515	22.917
O	8.3942	6.5436	19.8677
O	14.2427	1.0667	24.2396
O	10.3795	7.2577	21.4395
O	3.4972	1.8534	21.446
O	0.3648	9.3789	23.0766
O	10.8988	0.1911	19.8866
O	12.184	12.7479	23.0576
O	13.9469	15.6458	16.5286
O	2.5526	8.8891	17.2105
O	7.644	11.2236	16.2802
O	-0.2098	10.4238	20.6677

Results
free energy: -248725.469 eV
free energy less fixed offsets of O -568.88, Si -635.61 eV per atom: -10.009 eV

Forces (eV/angstrom), in the order of the atoms: element, x, y, z
Si	-0.0012	-0.004	-0.0156
Si	0.0036	0.0053	-0.0065
Si	-0.0003	-0.0023	-0.0077
Si	-0.0036	0.0041	-0.0037
Si	-0.0042	-0.0008	-0.0092
Si	-0.0044	-0.0066	-0.016
Si	-0.0052	-0.0043	-0.0137
Si	-0.0099	-0.0084	-0.0175
Si	-0.023	-0.1451	-0.1837
Si	-0.063	-0.1616	-0.0581
Si	-0.0543	-0.185	-0.1254
Si	-0.0463	-0.1145	-0.1003
Si	-0.0152	-0.0547	0.1475
Si	0.0594	-0.2104	-0.0247
Si	-0.0262	-0.1156	0.0428
Si	-0.0831	-0.1961	-0.032
Si	0.0154	-0.0416	-0.0526
Si	0.037	-0.0356	-0.0457
Si	0.0024	-0.0343	-0.0324
Si	0.0132	-0.0441	-0.0494
Si	0.0191	-0.0079	-0.0269
Si	0.0107	-0.0055	-0.0111
Si	0.0021	0.0004	-0.0195
Si	0.0111	-0.0094	-0.0196
Si	0.0269	-0.0061	0.0513
Si	0.0076	0.0042	0.1156
Si	-0.0141	-0.0149	-0.0017
Si	-0.132	0.0108	0.1472
Si	0.0279	-0.0015	0.039
Si	-0.0534	0.0101	0.0787
Si	0.0216	0.0085	0.0823
Si	-0.0813	0.0126	0.0858
Si	0.0333	0.0078	-0.0043
Si	0.0244	-0.0025	-0.0057
Si	0.0204	0.0287	0.0103
Si	-0.007	-0.026	-0.0319
Si	0.0294	0.0063	-0.0385
Si	-0.0065	0.0035	-0.0005
Si	0.0017	-0.008	-0.0244
Si	-0.0022	0.0209	0.0106
Si	-0.0094	0.0371	0.0473
Si	-0.0365	0.0182	0.029
Si	0.0047	0.0176	0.0152
Si	-0.0126	0.0042	0.0093
Si	-0.0099	-0.0305	-0.0194
Si	-0.0095	-0.0003	0.0181
Si	-0.0008	-0.0474	-0.0363
Si	-0.0149	0.0258	0.0453
Si	0.1021	0.028	0.0516
Si	0.0401	0.0354	0.1592
Si	-0.0166	-0.0099	-0.1075
Si	-0.0165	-0.0049	-0.0298
Si	0.1359	-0.0249	-0.2207
Si	0.0414	0.0041	-0.0684
Si	0.0881	0.0038	-0.0527
Si	-0.1513	-0.0254	-0.1609
Si	-0.0355	0.0091	0.0192
Si	-0.0238	0.0383	0.0351
Si	-0.0253	0.004	0.0166
Si	-0.0007	0.0328	0.0424
Si	-0.0224	-0.0444	-0.0095
Si	0.0015	0.0463	0.0655
Si	-0.0048	0.0068	0.0004
Si	-0.0041	0.0308	0.0397
Si	0.0054	0.0469	-0.0176
Si	0.0498	0.0122	0.0117
Si	0.002	0.0363	0.0141
Si	-0.0209	-0.0312	0.0488
Si	-0.0507	0.0109	-0.0627
Si	0.0429	0.0164	-0.0003
Si	-0.0387	0.0392	-0.0277
Si	0.0462	0.0255	-0.0276
Si	0.0091	-0.0593	0.0218
Si	0.0227	-0.0352	0.0235
Si	0.005	-0.0562	-0.0057
Si	0.0226	-0.0602	0.0428
Si	0.0081	-0.0495	-0.0165
Si	-0.0152	-0.0572	-0.035
Si	-0.0181	-0.0477	-0.0044
Si	0.0284	0.0045	-0.0358
Si	-0.0297	0.061	-0.0904
Si	-0.0126	0.0337	-0.0302
Si	-0.0285	0.0381	-0.065
Si	-0.0101	0.0144	-0.0331
Si	0.014	0.0314	-0.0356
Si	0.0039	0.0178	-0.0712
Si	-0.0044	0.006	-0.0351
Si	-0.0006	0.0489	-0.0932
Si	0.0127	0.0028	-0.008
Si	-0.014	0.0166	-0.0114
Si	-0.0119	0.0142	-0.0199
Si	-0.0191	0.0278	-0.0298
Si	-0.015	0.0334	0.0166
Si	0.0028	0.0225	-0.0241
Si	-0.0132	0.0403	0.0115
Si	0.0069	-0.0004	-0.0099
Si	0.0055	-0.0283	0.0001
Si	-0.0143	-0.0151	-0.0233
Si	0.0339	-0.0163	0.0035
Si	-0.0102	0.0086	0.0116
Si	0.0095	-0.0192	-0.02
Si	-0.0026	-0.0497	0.0121
Si	0.0083	-0.0231	-0.0085
Si	-0.0075	-0.0306	0.0087
Si	-0.0011	-0.0125	0.0163
Si	-0.0032	0.0236	-0.0039
Si	0.0085	0.0043	0.0068
Si	0.0098	0.0154	-0.0016
Si	0.0018	0.0082	-0.0111
Si	-0.0072	0.0107	0.0154
Si	-0.0103	0.0054	0.0099
Si	0.0004	-0.023	0.0307
Si	0.0057	0.0122	0.0188
Si	0.0036	-0.001	0.0216
Si	-0.0046	0.0149	0.0241
Si	0.0103	0.0004	0.0127
Si	-0.0094	-0.0081	0.0217
Si	-0.0002	0.0111	0.019
Si	0.0046	-0.007	0.0137
Si	-0.0033	0.0189	0.0306
Si	-0.0038	-0.0122	-0.0028
Si	0.0001	0.0008	-0.0111
Si	0.0042	-0.0088	0.0003
Si	-0.0055	-0.0084	-0.0058
Si	0.0048	0.0106	-0.0043
Si	0.0008	0.0017	-0.0054
Si	-0.0015	0.0101	-0.009
Si	0.0063	-0.0004	-0.0026
Si	0.1088	0.1746	-0.1398
Si	0.1497	0.1794	0.1109
Si	0.1102	0.2345	0.1995
Si	-0.1156	0.1625	0.041
Si	-0.0402	0.2022	0.1596
Si	0.0754	0.0785	0.0183
Si	-0.0862	0.2611	0.0333
Si	0.1077	-0.0422	-0.3309
Si	-0.0112	-0.017	-0.0038
Si	0.0041	0.0012	0.0096
Si	0.0094	-0.0035	0.0068
Si	-0.0017	0.0066	-0.0048
Si	0.0082	0.0019	0.0232
Si	0.0024	0.0015	0.0083
Si	0.0029	0.0047	0.011
Si	-0.0028	0.0131	0.0195
Si	0.0189	0.0066	-0.0094
Si	-0.0051	0.007	0.0069
Si	-0.0099	-0.0086	0.0138
Si	-0.021	0.0094	-0.0172
Si	0.0048	-0.0063	0.0056
Si	0	-0.0064	0.0006
Si	0.0069	0.0048	0.0011
Si	0.0056	-0.0308	-0.0261
Si	-0.0149	0.0037	-0.0293
Si	0.0302	-0.0155	-0.026
Si	-0.0129	-0.0049	-0.0285
Si	-0.0079	-0.0219	-0.0391
Si	-0.0227	-0.024	-0.0101
Si	-0.0046	-0.0076	-0.0061
Si	-0.0026	-0.0171	-0.0081
Si	-0.0013	0.0203	0.0002
Si	0.004	-0.0192	0.0505
Si	-0.0149	0.024	-0.0539
Si	-0.0232	0.0027	0.019
Si	-0.0056	-0.0349	-0.0546
Si	0.0153	0.0097	-0.0252
Si	0.0077	-0.0059	-0.0015
Si	0.0119	0.0158	-0.0139
Si	0.0103	-0.0021	0.0128
Si	-0.0297	0.0039	0.0324
Si	-0.006	0.0164	0.0009
Si	0.0044	-0.0039	0.0315
Si	-0.0173	-0.0298	0.0061
Si	0.0212	0.0427	-0.0287
Si	0.0023	0.0051	0.025
Si	0.0107	-0.0167	-0.0193
Si	0.0135	0.0233	0.0417
Si	-0.0132	-0.0169	0.0164
Si	-0.0163	-0.0171	-0.038
Si	0.0133	-0.0259	-0.0079
Si	0.0691	0.102	0.1142
Si	0.0019	0.0089	-0.0112
Si	0.0417	-0.0398	-0.0156
Si	-0.0081	0.0201	0.0379
Si	0.0038	-0.0163	-0.0008
Si	0.032	-0.0236	0.0301
Si	0.0326	-0.0688	0.0862
Si	0.0134	-0.0115	0.0131
Si	0.0035	-0.0797	0.04
Si	-0.0472	-0.0399	0.0978
Si	-0.0343	-0.021	0.0131
Si	0.0044	-0.0552	0.0293
Si	-0.0225	0.0089	0.0255
Si	-0.0038	0.0756	0.0573
Si	-0.0058	0.0402	-0.027
Si	-0.0812	0.0568	0.0212
Si	-0.0041	0.056	0.0207
Si	0.0414	0.0513	0.0595
Si	-0.0042	0.0531	0.0129
Si	-0.0528	0.0421	0.0044
Si	0.016	0.0779	-0.0717
Si	-0.0143	-0.0056	0.0929
Si	0.018	-0.0145	0.0336
Si	-0.0109	-0.0257	-0.0324
Si	-0.018	0.0184	0.1033
Si	-0.035	-0.031	-0.0044
Si	-0.0121	-0.0371	0.1036
Si	0.0027	0.0094	0.0593
Si	0.0301	-0.0738	0.0118
O	0.0078	0.0174	-0.0142
O	-0.0295	-0.0171	-0.0168
O	-0.0109	-0.0063	0.0269
O	0.06	0.0141	0.0217
O	-0.0074	-0.0209	-0.0368
O	-0.0223	0.0157	-0.0473
O	0.0105	0.0166	0.008
O	-0.0059	0.0053	0.0542
O	0.0386	0.0037	-0.049
O	0.0003	-0.0002	-0.0693
O	0.0689	0.0739	0.0341
O	-0.0314	0.0292	0.0069
O	-0.0036	-0.0245	-0.0366
O	-0.0064	0.0219	-0.0174
O	-0.0221	-0.0011	-0.0365
O	0.0111	0.0135	0.0229
O	-0.0087	-0.021	0.0123
O	0.0155	-0.021	-0.032
O	-0.0185	0.0101	-0.1027
O	0.0052	-0.0499	-0.0546
O	-0.005	-0.0154	0.0266
O	0.0147	0.011	-0.0314
O	0.0145	-0.0113	-0.0182
O	-0.0112	0.0107	-0.0583
O	-0.0125	0.0349	0.0107
O	-0.032	-0.0034	0.0131
O	0.003	0.0275	-0.0104
O	0.0137	0.0161	0.0263
O	0.0009	-0.0168	0.0057
O	-0.0057	0.0023	0.0052
O	-0.009	0.0051	0.0035
O	0.0115	-0.0004	0.0432
O	-0.0067	-0.0102	0.0457
O	-0.0193	-0.0146	0.0205
O	-0.0025	-0.0359	0.0212
O	-0.0074	0.0212	-0.0265
O	0.024	-0.0272	0.0205
O	0.0071	-0.029	0.0321
O	-0.0105	0.0026	0.0256
O	0.0078	-0.0148	0.0063
Si	0.0001	-0.001	-0.0003
Si	0.0006	0.0013	-0.0876
Si	-0.0309	0.0085	0.0365
Si	0.0035	0.0192	-0.053
Si	0.0232	-0.0204	-0.0192
Si	0.0042	-0.007	-0.0505
Si	-0.0012	0.0178	0.0811
Si	0.0332	0.0189	-0.0308
Si	0.0132	0.0072	0.0367
Si	0.0322	-0.0169	0.0216
Si	-0.0043	-0.0348	0.0313
Si	0.0151	-0.0033	0.0184
Si	-0.0304	-0.0078	-0.0227
Si	0.0094	0.0167	-0.0627
Si	-0.0286	0.0305	-0.0463
Si	0.0134	0.0163	-0.006
Si	-0.0139	-0.0213	0.0308
Si	0.0194	0.0145	-0.0209
Si	0.0099	-0.0098	0.071
Si	-0.0281	0.0574	-0.0361
Si	-0.0034	-0.0285	-0.027
Si	-0.0131	0.0136	0.0411
Si	-0.008	0.0409	-0.015
Si	0.0136	-0.004	-0.0048
Si	-0.0289	0.0031	-0.0733
Si	0.0222	-0.0082	0.0814
Si	-0.0063	-0.0023	0.0659
Si	-0.0056	0.025	-0.028
Si	0.0074	0.0288	-0.0506
Si	-0.0001	-0.0093	0.0262
Si	-0.0769	-0.0664	0.0029
Si	0.0199	0.0177	-0.0422
Si	-0.0188	0.0037	0.0028
Si	-0.0039	-0.0262	-0.0476
Si	0.0366	-0.0231	0.0333
Si	0.0201	0.0027	0.0113
Si	0.0051	0.0031	0.0744
Si	-0.0066	-0.0418	-0.0415
Si	0.0263	0.0063	0.0117
Si	0.0019	-0.0004	0.0353
Si	0.0104	0.0135	0.0248
Si	-0.0018	0.0046	-0.007
Si	0.0008	-0.019	-0.0041
Si	0.0208	0.0308	-0.0781
Si	-0.0079	-0.0067	-0.0159
Si	0.0196	-0.0212	0.0142
Si	-0.0566	0.0067	0.0851
Si	-0.0254	-0.0071	-0.0246
Si	-0.0102	-0.0043	0.0784
Si	0.0212	-0.0022	0.0677
Si	0.0059	0.0133	0.0184
Si	-0.0367	-0.0324	0.0151
Si	-0.0276	-0.0151	0.0016
Si	0.0358	-0.0072	-0.0124
Si	-0.0196	0.025	0.0052
Si	0.0177	-0.0343	-0.0401
Si	-0.0388	0.0087	-0.0517
Si	0.0126	-0.0346	-0.0353
O	-0.0179	0.0116	-0.0065
O	0.0029	-0.0034	0.0225
O	0.0134	-0.0153	-0.0191
O	-0.0237	0.0387	-0.0592
O	-0.0082	-0.0089	-0.0218
O	-0.0043	0.0071	0.0045
O	-0.0092	0.0139	0.026
O	-0.0067	-0.0181	-0.0718
O	-0.0005	-0.0036	-0.0228
O	-0.0071	0.0022	0.0273
O	-0.0013	-0.0162	-0.0371
O	0.0087	0.0007	-0.008
O	-0.0241	-0.0138	-0.0561
O	0.0032	-0.0055	-0.0434
O	0.0104	-0.0032	0.0179
O	0.0034	-0.0046	-0.0222
O	0.0061	0.0059	-0.0185
O	-0.0074	0.0014	0.0494
O	-0.0047	0.0026	0.043
O	-0.0074	-0.0033	0.0135
O	0.0094	-0.0111	-0.0076
O	-0.0077	-0.005	0.0053
O	0.0031	0.0142	0.0256
O	0.0092	0.0072	0.0023
O	-0.0095	0.02	0.0458
O	-0.009	0.0128	-0.0444
O	0.0032	-0.005	0.018
O	-0.0214	-0.0122	0.061
O	0.0008	-0.0284	0.0318
O	0.0554	0.0303	-0.0424
O	-0.0132	-0.0057	0.0205
O	-0.0012	-0.0112	0.0292
O	-0.0063	0.0119	0.0307
O	-0.0066	0.0059	-0.0226
O	0.0125	0.0015	-0.0108
O	-0.0116	-0.008	0.0143
O	0.0032	0.0082	-0.0158
O	-0.0245	-0.017	0.0586
O	-0.0029	0.0173	-0.0173
O	0.0012	-0.016	0.0372
O	-0.0109	0.0095	0.0161
O	-0.0131	0.0003	0.0473
O	0.0004	0.0124	-0.0115
O	0.0142	0.0123	-0.0625
O	-0.0072	0.0076	-0.0528
O	-0.0034	-0.0001	-0.0217
O	0.0014	-0.0108	0.0033
O	0.0139	-0.0048	0.0098
O	-0.0017	0.0034	0.0478
O	0.0084	0.0261	-0.0097
O	0.0024	-0.0015	0.0022
O	-0.0199	-0.0009	0.0215
O	-0.0057	0.0086	-0.0016
O	0.0131	0.0007	-0.0653
O	-0.0086	-0.0128	-0.0343
O	-0.0205	0.0055	0.0063
O	0.0059	0.0121	-0.0404
O	0.0087	-0.0151	-0.0027
O	0.0089	0.0026	0.0469
O	-0.0032	0.0006	-0.0548
O	0.0079	0.0014	0.0209
O	-0.0018	-0.0112	-0.0305
O	-0.0178	0.0118	-0.0309
O	-0.001	-0.0088	-0.0081
O	0.0331	-0.0213	-0.063
O	0.0027	0.0047	0.0118
O	-0.0015	-0.0096	-0.0112
O	-0.009	-0.001	-0.0344
O	0.0175	-0.1204	-0.0667
O	0.0083	0.0042	-0.031
O	0.019	0.0075	-0.0277
O	0.0128	0.013	0.0516
O	-0.01	0.0102	0.0083
O	-0.0037	0.0195	-0.0102
O	-0.0075	0.0236	0.0352
O	0.0211	0.0023	0.0502
O	0.0044	-0.0209	-0.0374
O	-0.0044	0.0025	-0.0127
O	-0.0015	-0.0021	0.0046
O	-0.0012	-0.0305	0.0328
O	0.0177	-0.0132	0.0384
O	0.0169	0.0085	-0.0347
O	0.0185	0.0097	0.0077
O	-0.015	-0.0134	-0.0082
O	0.0113	0.0138	0.0407
O	0.0064	-0.0125	-0.0239
O	0.0017	-0.0052	0.0476
O	0.0001	0.0231	-0.0248
O	0.0087	0.0068	0.0545
O	0.0114	0.0032	0.0084
O	0.0014	-0.023	0.0381
O	0.0025	-0.0224	0.0019
O	0.0043	-0.0157	0.0221
O	-0.0016	0.0011	0.0339
O	0.0085	0.0034	0.0137
O	0.0083	0.0088	0.0411
O	-0.0034	-0.0024	0.001
O	-0.0148	0.0128	-0.0111
O	0.0049	-0.0113	-0.0109
O	-0.0123	-0.001	0.016

The program warned: the cutoff lies below the one the program advises for these potential files; the forces do not sum to zero within the program's tolerance; the exchange-correlation potential is rough where the density is thin.
